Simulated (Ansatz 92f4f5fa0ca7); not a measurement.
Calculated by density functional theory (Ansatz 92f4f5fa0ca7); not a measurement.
Periodic cell of 462 atoms, Si286O176, from a study of silicon, its oxide and their interface. The atomic structure is a simulated model.
This geometry differs little from another in the collection (a relaxation step or a small displacement).

Settings: functional r2SCAN; potential files Ansatz PAW; basis plane waves; wave-function cutoff 800 eV; density cutoff ratio 5; exchange-correlation grid ratio 1; k mesh 1 x 1 x 1, Gamma-centred; self-consistency stop 1e-10 eV per atom in the density residual; occupations fixed; spin none; net charge 0.

Cell vectors (angstrom)
a	16.332	0	0
b	0	16.332	0
c	0	0	30.0098

Atoms and the computed forces on them: element, x, y, z (angstrom), force x, y, z (eV/angstrom)
Si	-0.2825	-0.1656	-0.0407	0.0203	0.032	0.0945
Si	2.9781	2.3999	0.0594	-0.0035	-0.0153	0.0845
Si	-0.1896	5.9786	0.2226	-0.0608	-0.0204	0.0481
Si	3.099	7.787	0.0558	-0.0377	0.0039	0.05
Si	-0.2993	11.0194	0.1657	-0.0297	0.0488	0.0686
Si	2.9562	13.0106	-0.0841	-0.0457	-0.0371	0.0516
Si	5.2003	0.1675	-0.0511	0.0114	0.0019	0.1177
Si	8.7972	2.9384	-0.4404	0.0034	0.0132	0.1706
Si	5.2613	5.4122	0.0077	0.0115	-0.0034	0.1173
Si	8.6105	7.8107	-0.1873	-0.0202	0.0103	-0.0701
Si	4.86	11.307	-0.0382	0.0421	0.0309	0.0602
Si	8.9725	13.9594	-0.1637	0.0112	0.0088	0.06
Si	11.5063	1.4694	-0.7852	-0.0609	-0.0474	0.014
Si	13.0542	4.0203	-1.144	0.001	0.058	0.1635
Si	10.9472	5.7317	0.2486	0.0215	0.0359	0.0131
Si	14.2018	7.6191	0.25	0.066	0.0818	0.1698
Si	10.7507	11.3444	0.058	0.0102	-0.0178	0.0783
Si	13.9094	13.4105	0.212	-0.0069	-0.0199	0.1323
Si	1.23	1.2712	1.1707	0.0031	0.0056	-0.0219
Si	4.0995	3.9594	1.4339	-0.0269	0.0077	-0.0006
Si	1.4612	6.9053	1.5208	-0.0078	-0.0326	0.0202
Si	4.094	9.525	1.319	0.0351	-0.029	-0.0162
Si	1.3737	12.1149	1.4063	0.0611	0.0008	-0.008
Si	3.9736	14.8394	1.1239	-0.0156	0.0068	0.0263
Si	6.7458	1.2708	1.3415	-0.0013	-0.0144	-0.0343
Si	9.672	4.1244	1.367	0.009	0.0009	0.0171
Si	6.9206	6.7143	1.1488	0.0055	-0.0061	0.0328
Si	9.5226	9.5981	1.1608	-0.0052	0.0088	0.0143
Si	6.6336	12.3064	1.2541	-0.0058	-0.0535	-0.0262
Si	9.9543	15.323	1.5241	0.0034	0.0332	-0.0168
Si	11.657	0.8228	1.464	0.0327	0.0034	0.0825
Si	14.9586	4.2945	1.3416	0.0252	0.0297	0.0113
Si	12.4236	6.8744	1.592	0.0285	-0.026	-0.014
Si	15.0007	9.4424	1.5044	-0.0549	-0.0722	-0.0491
Si	12.2692	12.3333	1.4938	0.003	0.0044	-0.0101
Si	15.0608	14.8533	1.5926	0.0076	0.0014	-0.0034
Si	-0.0603	2.715	2.557	-0.0319	-0.0192	-0.0126
Si	2.6313	-0.0994	2.5543	-0.0037	-0.0305	0.0396
Si	0.0885	8.2128	2.8974	-0.0108	-0.0075	0.0132
Si	2.7266	5.3591	2.7481	-0.0053	0.0375	-0.0049
Si	0.115	13.5116	2.8566	0.0058	-0.013	-0.0116
Si	2.6964	10.7548	2.7788	-0.0276	0.0077	-0.0152
Si	5.5027	2.6732	2.7735	0.0226	0.0057	-0.0078
Si	8.1744	-0.0133	2.7214	0.0067	0.0251	0.0033
Si	5.5499	8.1283	2.5664	0.018	-0.0028	0.0253
Si	8.1864	5.4104	2.6598	-0.0428	-0.012	0.0059
Si	5.3378	13.6341	2.6738	0.0241	0.0093	-0.0137
Si	8.0767	10.8782	2.5515	0.0272	0.0074	-0.0127
Si	10.8353	2.6262	2.7628	0.0371	-0.0044	-0.0018
Si	13.5243	-0.0664	2.6974	0.0217	-0.0036	-0.0133
Si	10.9092	8.3097	2.6826	0.0056	-0.0046	-0.0013
Si	13.6345	5.4156	2.9219	0.0392	0.0153	-0.0209
Si	10.9374	13.6727	2.8628	0.0111	0.0001	0.0105
Si	13.5915	10.8557	2.782	0.0065	-0.0024	0.0233
Si	1.3083	4.0177	4.0351	-0.0166	0.0384	0.0081
Si	4.0423	1.2632	3.9874	-0.0542	-0.0008	-0.0167
Si	1.3967	9.5308	4.2638	-0.0183	-0.0169	0.0014
Si	4.1436	6.7887	3.994	-0.0216	0.0062	-0.0001
Si	1.4179	14.9594	4.1267	-0.0034	-0.0028	-0.0118
Si	4.0549	12.2176	4.0554	-0.0182	-0.0017	-0.0037
Si	6.8369	4.0826	4.0927	-0.0005	-0.0055	-0.0009
Si	9.4421	1.3649	4.1586	0.0087	-0.0007	-0.009
Si	6.8141	9.507	4.0039	0.0172	0.0137	-0.0058
Si	9.5505	6.8267	3.9915	-0.0092	-0.0107	-0.0257
Si	6.7598	14.9508	4.0354	0.0046	0.0013	0.0204
Si	9.4506	12.2389	3.9917	0.0029	-0.0171	0.009
Si	12.2352	3.9837	4.1209	0.0433	-0.0256	-0.0022
Si	14.9216	1.3693	3.9801	0.019	-0.0069	-0.012
Si	12.2148	9.5711	4.155	0.0004	0.0203	-0.0197
Si	15.0254	6.8072	4.1886	-0.0239	0.0212	0.0101
Si	12.2943	14.9673	4.2179	-0.0307	0.0048	-0.0132
Si	14.999	12.1905	4.145	0.0106	0.0204	0.0112
Si	-0.0145	0.0233	5.3881	-0.0428	-0.0116	-0.0027
Si	2.7005	2.6609	5.37	0.0013	0.0148	-0.0109
Si	0.0466	5.4049	5.4797	0.0125	-0.0012	0.0121
Si	2.8088	8.1166	5.4579	-0.0064	-0.0046	0.0152
Si	0.014	10.8936	5.5602	-0.0125	0.014	0.0253
Si	2.7622	13.5955	5.4773	-0.0233	-0.0503	0.0024
Si	5.4148	-0.0296	5.4243	-0.0071	-0.0057	-0.0159
Si	8.1321	2.7307	5.5077	-0.0289	0.0121	-0.0054
Si	5.4526	5.4464	5.4151	0.0032	0.021	-0.02
Si	8.1769	8.161	5.3834	-0.0083	0.0204	0.0041
Si	5.4527	10.8674	5.3966	0.0067	-0.0488	-0.0008
Si	8.1164	13.5805	5.4009	0.0046	0.0029	0.0101
Si	10.862	0.0006	5.4807	0.0217	0.0084	-0.008
Si	13.6321	2.6808	5.4581	-0.0069	-0.0087	0.0097
Si	10.8722	5.4269	5.3961	0.01	0.0201	-0.0188
Si	13.6046	8.1854	5.472	0.0395	-0.0071	0.0231
Si	10.8219	10.9402	5.4357	-0.0024	0.0109	0.0003
Si	13.6654	13.5993	5.5067	0.008	-0.0215	-0.0314
Si	1.3536	1.3592	6.7921	0.0034	-0.017	-0.0282
Si	4.0621	4.0518	6.7354	-0.0228	0.0076	0.0027
Si	1.4286	6.7749	6.819	-0.0046	-0.007	0.0063
Si	4.1209	9.5218	6.8093	0.0028	0.0132	0.0036
Si	1.394	12.2794	6.8658	0.0025	0.0167	0.0198
Si	4.1105	14.9415	6.8492	0.0063	-0.0146	-0.0062
Si	6.7532	1.3484	6.8141	0.0043	0.005	0.0128
Si	9.5237	4.0921	6.8069	0.0009	-0.0152	0.008
Si	6.8002	6.8204	6.7697	-0.0082	-0.0084	0.0127
Si	9.4963	9.532	6.7781	0.021	0.0028	-0.0049
Si	6.7856	12.2238	6.7971	-0.0105	-0.0099	-0.004
Si	9.482	14.9387	6.7848	-0.017	-0.0011	0.0052
Si	12.2568	1.3421	6.8115	0.0141	0.011	0.0111
Si	14.9912	4.0608	6.8116	0.0022	0.0133	-0.0005
Si	12.2355	6.7889	6.773	0.0125	-0.0053	-0.0127
Si	14.9627	9.5223	6.861	-0.0095	0.0037	0.0156
Si	12.2242	12.2729	6.7965	-0.0273	0.0033	-0.0085
Si	15.0054	15.0048	6.8193	0.0153	0.0009	0.0088
Si	0.0242	2.7285	8.1909	-0.0107	0.0288	0.0152
Si	2.7247	0.0032	8.1647	-0.0247	-0.0085	0.0172
Si	0.0512	8.1622	8.1642	-0.0185	0.0055	-0.0025
Si	2.7612	5.4021	8.1777	0.004	-0.0013	-0.0059
Si	0.0309	13.6643	8.1876	0.0065	0.0008	-0.0058
Si	2.7767	10.8977	8.1914	-0.0153	-0.0142	-0.005
Si	5.3976	2.7264	8.1545	-0.0074	0.0032	-0.0157
Si	8.1285	-0.0344	8.1579	-0.0162	-0.0082	0.0024
Si	5.4524	8.1594	8.1826	0.0033	0.0027	-0.0012
Si	8.1458	5.456	8.1285	-0.0003	-0.005	-0.0041
Si	5.4575	13.5691	8.2207	0.0161	-0.0113	0.011
Si	8.13	10.8579	8.1691	0.0108	-0.009	0.0021
Si	10.8892	2.6971	8.1432	0.0396	0.0037	0.0001
Si	13.6258	0.0213	8.1885	-0.0176	0.0032	0.0037
Si	10.8719	8.1704	8.1156	-0.0227	-0.0039	0.0004
Si	13.6269	5.4557	8.1257	-0.0035	-0.0158	-0.0002
Si	10.8658	13.6166	8.163	0.0174	-0.006	0.007
Si	13.5794	10.9203	8.1586	0.0242	-0.0045	0.0027
Si	1.3768	4.1013	9.5678	-0.0059	0.0016	0.0027
Si	4.0778	1.36	9.549	0.0104	0.0269	0.0019
Si	1.4002	9.5514	9.5292	-0.0003	0.012	-0.016
Si	4.1144	6.7644	9.5483	-0.0115	-0.0134	0.0027
Si	1.3628	15.023	9.5639	-0.006	-0.011	-0.0051
Si	4.1103	12.2251	9.6317	0.0005	-0.0027	0.0088
Si	6.787	4.0912	9.4842	0.011	0.0458	-0.0017
Si	9.531	1.3049	9.5008	0.0191	0.0226	-0.0045
Si	6.7703	9.518	9.5741	0.0008	-0.0265	0.0114
Si	9.4784	6.8391	9.4693	0.0191	-0.0241	-0.0214
Si	6.8025	14.9486	9.5774	0.013	-0.016	-0.0119
Si	9.5212	12.2119	9.4998	0.0098	-0.0131	0.0012
Si	12.2518	4.0893	9.4433	-0.0065	0.0147	-0.0038
Si	14.9832	1.3984	9.5626	-0.0069	-0.0182	0.0108
Si	12.2308	9.5323	9.4783	-0.0192	0.0038	0.0095
Si	15.0018	6.8088	9.4987	0.0078	-0.0157	0.0163
Si	12.2263	15.0008	9.5103	-0.0133	-0.0067	0.0188
Si	14.9684	12.2929	9.4876	-0.0186	0.0144	-0.0065
Si	0.0092	0.0508	10.9505	-0.0194	0.0075	0.0084
Si	2.7353	2.7338	10.9194	-0.016	0.0244	0.0119
Si	0.0009	5.4803	10.9282	0.0259	0.0046	-0.008
Si	2.7095	8.1243	10.8773	0.0063	-0.016	0.0083
Si	0.0271	10.9661	10.8402	0.0094	0.009	-0.0033
Si	2.7252	13.6678	10.9096	-0.0222	-0.0052	0.0098
Si	5.4465	0.0058	10.9396	0.0079	0.0088	0.0135
Si	8.153	2.6953	10.7821	-0.0186	0.0109	-0.0032
Si	5.5268	5.4592	10.9399	-0.0015	0.0081	0.0021
Si	8.1181	8.131	10.905	-0.0004	-0.0152	-0.0052
Si	5.4523	10.8261	11.0404	0.0102	-0.0177	0.0253
Si	8.2024	13.5613	10.8875	0.025	0.013	-0.0117
Si	10.8743	-0.0313	10.9415	0.0082	-0.0058	-0.0194
Si	13.5978	2.8099	10.8663	-0.0167	0.0049	-0.0223
Si	10.8666	5.4548	10.7265	0.0008	0.0474	-0.0356
Si	13.6594	8.2324	10.7987	0.0425	-0.0086	0.0397
Si	10.8393	10.8218	10.8686	-0.0239	-0.0094	-0.0081
Si	13.5996	13.6516	10.8312	0.0341	0.0007	-0.0018
Si	1.3595	1.4443	12.3313	-0.0182	-0.0142	-0.023
Si	4.1865	4.053	12.2381	0.0094	-0.0108	0.0315
Si	1.3357	6.8678	12.3193	-0.0753	0.0349	-0.0298
Si	4.0431	9.3547	12.3431	0.0248	0.041	-0.0189
Si	1.3227	12.3555	12.2508	-0.0118	-0.0013	0.0009
Si	4.0279	15.0275	12.3175	0.0169	-0.004	-0.0158
Si	6.92	1.3362	12.2422	0.0069	0.0196	-0.0158
Si	9.4824	4.117	12.0557	-0.0064	-0.0116	0.0363
Si	6.8692	6.79	12.4089	0.002	-0.0227	-0.0055
Si	9.4529	9.463	12.2608	0.0269	0.0013	-0.0345
Si	6.9079	12.2368	12.3215	-0.0287	-0.0138	-0.0248
Si	9.5782	14.8192	12.3241	0.0226	-0.0099	0.0302
Si	12.2099	1.4729	12.1976	-0.0053	-0.0015	0.0303
Si	14.9276	4.1644	12.2827	-0.0276	0.0217	-0.0172
Si	12.2261	6.8406	12.0041	-0.0027	-0.022	-0.0197
Si	15.0383	9.5966	12.1887	-0.0003	-0.0166	-0.0188
Si	12.2621	12.2164	12.0986	-0.0076	0.0283	0.0181
Si	14.8937	15.0301	12.2476	-0.012	-0.0219	0.0156
Si	-0.0927	2.7826	13.6543	0.0153	0.0373	0.0354
Si	2.6942	0.1041	13.7622	-0.0004	-0.0027	-0.0507
Si	-0.0437	8.3011	13.7233	0.0166	0.0127	0.0326
Si	2.7304	5.3769	13.5027	-0.02	-0.0045	-0.0595
Si	-0.079	13.7366	13.6574	0.0138	0.0214	-0.0352
Si	2.6269	10.8327	13.4954	0.0118	0.04	0.0059
Si	5.5718	2.6842	13.6051	-0.016	-0.0249	-0.0306
Si	8.2115	-0.1216	13.6161	0.0016	-0.0065	0.0015
Si	5.491	8.1097	13.8539	-0.015	-0.0345	-0.0451
Si	8.3071	5.3474	13.6666	0.0245	0.0211	0.0328
Si	5.4538	13.6152	13.5586	-0.0037	0.0226	-0.0025
Si	8.2091	10.8108	13.7512	0.0273	0.0132	-0.0053
Si	10.8918	2.9524	13.4578	0.0363	-0.007	-0.088
Si	13.5863	0.1881	13.5428	-0.0115	-0.0101	0.0065
Si	10.8711	8.0347	13.4578	-0.0314	-0.0397	0.0261
Si	13.5543	5.6723	13.4886	0.0394	-0.0513	0.0503
Si	10.9178	13.3045	13.6434	0.022	0.0506	-0.0041
Si	13.6344	10.9574	13.476	0.0124	-0.0399	-0.0023
Si	1.2752	4.2284	14.8143	-0.0151	-0.0376	-0.0644
Si	4.4346	1.1817	14.9909	0.0323	-0.0225	-0.0942
Si	1.002	10.0255	15.0211	-0.0651	-0.0367	-0.0911
Si	4.7869	6.5112	15.5022	0.0232	-0.019	-0.1611
Si	0.9855	15.3762	15.012	-0.0379	0.0094	-0.0635
Si	4.2206	12.0085	14.6728	-0.0055	-0.0403	-0.107
Si	6.8323	4.0765	15.0214	0.0398	0.0536	-0.1068
Si	9.5861	0.8319	15.2659	0.0695	-0.0218	-0.0816
Si	6.4925	9.8459	15.0264	-0.0432	-0.0437	0.0679
Si	10.1135	6.2899	14.8767	0.0343	-0.0625	-0.1537
Si	6.5565	15.1797	14.8956	0.0026	0.0576	-0.0703
Si	10.0547	11.5954	15.0246	-0.0133	-0.0042	-0.066
Si	11.8792	4.6309	14.7021	-0.0316	0.0442	-0.0639
Si	15.0733	1.2751	14.9944	-0.0301	-0.0091	-0.0639
Si	12.2805	9.4528	14.6108	0.0084	0.0142	-0.0885
Si	14.463	7.3436	14.8915	0.1119	-0.0214	-0.0701
Si	12.3121	15.5399	15.1888	-0.0721	-0.0007	-0.1233
Si	15.0013	12.2098	14.9431	0.0317	-0.0177	-0.0458
Si	-3.9135	-17.892	19.7523	0.0327	-0.0022	-0.0781
Si	2.9006	7.6003	20.0244	-0.0069	0.0077	-0.0674
Si	-0.808	-0.0425	23.3307	-0.0236	0.0269	0.0121
Si	-8.9831	19.0998	23.3038	0.0503	0.0002	0.0261
Si	-14.5259	-5.547	17.8225	0.001	-0.0477	-0.1387
Si	4.4838	26.3508	18.9109	-0.0336	0.0317	-0.1021
Si	3.3529	2.0336	24.3285	-0.0111	0.0242	0.0267
Si	-1.8693	0.5009	20.5556	0.0234	-0.0145	-0.0451
Si	-16.0203	20.8586	21.0726	-0.0521	0.0204	-0.0524
Si	8.1142	-3.1968	21.5243	-0.0129	-0.0286	-0.0103
Si	-2.3476	5.4881	26.3189	-0.0056	-0.0196	0.1111
Si	-11.0037	20.4609	25.0286	-0.0025	0.0367	0.0269
Si	5.366	10.3029	27.8985	-0.044	0.014	0.1463
Si	7.1178	9.283	17.2188	0.0004	0.0131	-0.0921
Si	2.4389	29.7771	16.914	-0.0012	-0.003	-0.1145
Si	0.4387	21.1505	25.5264	-0.014	0.0135	0.0771
Si	13.5264	15.8805	28.4088	0.0232	-0.0248	0.1773
Si	12.6837	3.2144	24.6784	-0.0016	0.0319	0.0621
Si	3.1347	4.0783	21.8725	-0.0116	0.011	-0.0326
Si	7.2695	15.3728	27.7458	-0.0062	-0.038	0.1698
Si	14.069	14.1575	17.2367	-0.0048	0.0494	-0.1674
Si	6.7132	20.1349	27.6524	0.0034	0.0302	0.0989
Si	9.5878	41.7144	23.8998	-0.0178	-0.0078	0.0589
Si	6.793	-3.6613	26.307	-0.0063	-0.0176	0.1034
Si	-14.6405	20.839	28.0667	0.0016	0.0394	0.1311
Si	12.8596	21.0155	19.356	0.0177	-0.0277	-0.0697
Si	-2.6133	24.6086	27.3087	-0.0032	0.0451	0.1265
Si	25.8927	3.6336	25.021	0.0124	0.005	0.0046
Si	16.7119	18.427	24.7095	-0.0543	0.0385	0.0289
Si	-6.3334	27.407	20.5542	-0.0202	0.0004	-0.032
Si	14.2669	17.1387	25.7143	0.0032	0.0139	0.0652
Si	12.16	10.8956	27.3526	-0.0124	-0.0093	0.1009
Si	4.1849	22.0865	18.3463	-0.0047	0.0066	-0.1344
Si	-7.9904	18.4827	20.3434	0.0255	0.0306	-0.122
Si	14.0031	19.6833	21.7983	-0.0268	0.0315	-0.0051
Si	-2.6201	3.3875	16.8096	-0.0057	-0.0178	-0.1233
Si	-15.4871	14.1002	27.8272	0.0032	-0.0356	0.1222
Si	9.7822	4.303	18.9422	0.0029	-0.0398	-0.0811
Si	-27.2735	28.478	20.8894	-0.0237	0.0084	-0.0475
Si	-17.9287	10.4552	22.0285	0.0325	-0.004	-0.0245
Si	9.3092	-5.3779	26.2037	-0.0295	-0.0419	0.0954
Si	-8.0529	2.4586	17.3906	0.0045	0.0299	-0.1376
Si	7.876	23.5469	22.461	0.0411	0.0215	0.0113
Si	16.3347	9.8046	27.2658	0.0016	0.0069	0.1078
Si	5.0853	6.2604	21.1459	-0.0043	0.0324	-0.0625
Si	2.4468	15.8567	20.4308	0.0147	-0.022	-0.0705
Si	16.1062	31.3035	19.261	-0.0519	-0.0127	-0.0559
Si	1.2519	-18.3709	24.7394	-0.0297	-0.0088	0.0803
Si	15.5693	5.8872	16.306	-0.0631	0.0386	-0.1438
Si	7.9003	8.4874	27.6485	0.039	-0.0064	0.1101
Si	7.3956	-1.9464	17.8099	-0.0113	0.0112	-0.1647
Si	19.1388	25.1077	27.1311	0.019	0.0476	0.1258
Si	18.3225	18.7747	19.8126	-0.0134	-0.0055	-0.0997
Si	-13.246	-10.3149	25.902	-0.0252	0.0338	0.1204
Si	5.9043	-3.0026	23.4192	0.0099	-0.0579	0.0397
Si	9.3083	31.8501	19.8503	-0.0546	-0.0048	-0.085
Si	-8.7303	17.9142	26.0464	-0.016	0.0019	0.106
Si	-1.074	22.9378	19.1725	-0.0144	0.021	-0.0555
Si	15.4089	12.5643	23.9662	0.0082	-0.0112	0.0673
Si	19.9691	-17.2701	23.3031	0.0096	-0.0571	0.006
Si	4.5322	30.8074	19.0536	0.0017	-0.0736	-0.0998
Si	8.7837	6.606	25.2378	-0.0356	0.0294	0.0936
Si	0.2623	-7.2458	20.049	0.0045	-0.0004	-0.1142
Si	-6.4423	8.1021	20.4068	-0.003	0.0073	-0.0567
Si	14.339	-19.3975	21.2725	0.0106	0.0151	-0.0391
Si	28.2373	9.4322	21.8258	-0.0371	-0.026	-0.0251
Si	-1.5165	12.3384	26.7364	0.0235	-0.0323	0.0887
Si	19.4708	-29.6451	17.1136	0.0479	0.0231	-0.1118
Si	-7.4221	28.0986	17.8191	-0.0003	-0.011	-0.1832
Si	8.9837	23.2593	17.819	0.0269	-0.038	-0.1233
O	-8.8976	2.2863	-8.2845	-0.0321	0.0053	0.015
O	1.4193	-6.9153	-3.4002	-0.0234	0.0039	-0.0446
O	6.9701	-3.9262	-9.3837	0.0125	-0.0021	-0.0276
O	-2.0265	11.6682	-8.9564	-0.0122	0.0138	-0.0211
O	4.0804	1.3072	-0.5173	0.0228	0.0112	-0.0494
O	8.9516	18.8424	-3.9717	0.0223	-0.0153	0.0014
O	0.3439	-0.9979	-6.0974	0.0107	0.0028	-0.0098
O	7.4455	-2.8363	-7.0658	0.0215	0.0216	0.0027
O	-6.4759	28.9496	-0.5341	-0.0321	-0.0055	-0.0245
O	3.5897	-2.3739	-12.1285	0.0515	0.0269	0.0803
O	1.6973	5.7386	-4.9074	0.0023	-0.0081	-0.0446
O	4.1855	6.6123	-0.3395	0.0011	-0.0014	-0.0348
O	11.8137	5.0427	-0.953	0.0282	-0.0227	-0.0747
O	2.108	-3.0273	-1.5	-0.0388	0.0437	-0.0726
O	9.8829	7.743	-5.1757	0.0348	-0.0086	-0.0181
O	-0.7069	0.1826	-10.5311	-0.0038	0.0393	0.0236
O	6.599	2.2373	-2.8287	-0.0064	-0.0374	-0.0451
O	11.9948	16.4155	-1.4886	0.0015	0.0071	-0.0744
O	7.5493	18.4059	0.1372	0.0227	-0.0224	-0.0416
O	6.0548	11.4826	-2.9346	0.0254	0.0142	-0.084
O	3.6471	25.0131	-10.8925	0.0028	-0.0184	0.0116
O	2.9132	21.6656	-2.6357	0.0282	-0.0026	-0.0219
O	-2.0509	12.8528	-13.7318	-0.013	-0.012	0.1013
O	17.7958	8.1033	-9.5187	0.0161	-0.012	0.0427
O	-3.9864	-12.4711	-13.9246	0.0282	-0.007	0.0944
O	14.2554	2.0283	-9.087	-0.0019	-0.0054	-0.0127
O	8.3373	10.2723	-12.3809	0.0536	0.0189	0.098
O	14.6367	0.3917	-0.7226	-0.0252	0.0364	-0.0723
O	14.8486	13.5132	-7.2227	-0.01	0.0309	0.0108
O	7.1442	1.5962	-5.549	-0.0149	-0.0135	-0.0213
O	12.7951	9.5041	-3.1995	-0.0219	0.0068	-0.0728
O	-2.3321	20.9786	-2.294	0.0581	0.0168	-0.0627
O	9.3303	12.0777	-8.3754	0.0266	-0.008	0.0279
O	19.1271	-1.8474	-5.6702	0.0289	0.0018	-0.012
O	22.4722	20.152	-6.3685	-0.0165	0.0079	-0.0231
O	7.7044	12.8158	-11.9745	0.0036	-0.0201	0.0388
O	-1.4684	4.4406	16.4409	0.0269	-0.0085	0.0568
O	1.6509	9.8141	16.5158	0.0134	-0.005	0.111
O	-11.4154	-5.6023	20.2969	0.0174	-0.0018	0.0434
O	-0.3248	6.4065	17.7593	0.0468	-0.0243	0.0698
O	-5.3575	25.7109	23.1489	0.0166	0.0127	0.0142
O	-2.0729	18.2814	16.2711	-0.0292	0.0274	0.066
O	1.3645	14.9402	19.6052	0.022	0.0051	0.0208
O	4.557	6.7518	17.102	-0.0277	0.002	0.1316
O	-4.8029	10.7871	20.9995	0.0295	0.0201	0.0074
O	-15.6894	19.6445	20.0378	-0.0065	-0.0069	0.0067
O	4.3156	21.7361	25.0384	0.0511	-0.0303	-0.0613
O	-1.7668	-3.3446	25.2813	-0.0034	0.0305	-0.0362
O	11.0847	19.5923	24.7096	-0.016	-0.0072	-0.0208
O	9.1471	0.7264	20.3642	0.0209	-0.0146	0.0382
O	-0.2337	5.817	20.2874	0.0283	-0.0308	0.047
O	4.1167	1.9519	16.396	-0.0254	0.0373	0.1041
O	-0.7872	14.557	17.7934	0.0276	-0.0041	0.048
O	8.7409	5.5005	18.5585	-0.0234	0.0113	0.0452
O	9.9193	7.7509	18.8397	0.0404	0.0303	0.0541
O	-0.1334	16.5001	15.4821	0.0351	-0.029	0.0327
O	7.6086	7.7527	17.5346	0.0042	-0.0146	0.0338
O	-12.4747	16.9203	23.8106	0.0126	0.0087	-0.0103
O	-11.7731	29.6762	20.2027	-0.0173	-0.0006	0.0183
O	5.6772	20.8436	28.6927	0.0159	-0.0345	-0.0952
O	-1.1779	27.3688	23.4856	0.0064	-0.0222	-0.003
O	9.7611	6.7289	16.4177	-0.0531	0.0438	0.1781
O	-5.3764	16.3424	15.6361	-0.0118	-0.0013	0.043
O	26.2724	18.2343	28.993	-0.0267	0.0169	-0.0603
O	21.8043	16.3076	15.391	-0.0395	0.0144	0.0439
O	4.416	19.1213	25.3086	-0.0061	-0.022	0.0112
O	7.5845	18.5081	18.862	-0.0187	-0.0131	0.0862
O	13.1799	4.6443	25.2262	-0.021	-0.0077	-0.0675
O	3.2921	7.5986	26.1358	0.0143	-0.0336	-0.0607
O	3.9666	9.8937	27.188	-0.0123	-0.0313	-0.0801
O	18.3916	3.4871	16.0238	-0.0138	0.0176	0.0309
O	8.7587	19.8297	23.6178	-0.0191	-0.0037	-0.012
O	-0.929	13.9063	20.2493	-0.0041	-0.0312	0.0206
O	9.6912	-4.1009	16.4815	0.0058	0.0217	0.1001
O	3.3722	6.1077	14.8417	0.02	0.0183	0.0942
O	-1.0178	-7.7803	27.1887	0.0253	-0.0223	-0.0609
O	6.434	4.494	26.1911	-0.0153	0.0001	-0.0431
O	-0.6929	-5.3485	26.4317	0.0115	-0.0162	-0.0501
O	8.5885	14.8887	28.5683	-0.0134	0.0481	-0.06
O	-0.8408	5.7432	25.8034	-0.0014	0.008	-0.0363
O	-2.0751	-0.0217	24.3301	-0.0056	-0.0406	-0.0244
O	-9.8912	6.8633	21.7927	-0.0059	0	0.0098
O	1.4126	28.6768	17.5427	-0.0199	0.0057	0.0529
O	14.8684	28.4636	29.8283	0.0139	-0.0515	-0.0696
O	5.8163	5.2612	15.4835	0.0003	-0.0041	0.0442
O	-0.9132	4.0882	22.0287	0.0106	-0.0215	0.0388
O	-6.6683	3.2616	17.6989	0.0277	0.0284	0.0656
O	9.4181	5.155	25.6131	0.0021	0.0063	-0.0249
O	-7.3324	23.3625	21.2718	-0.0041	-0.0108	0.0189
O	-7.7255	14.5322	20.9101	0.0052	0.0205	0.0151
O	9.2741	-6.7193	20.5401	-0.0296	0.0027	0.0068
O	-0.5313	13.2485	27.653	-0.0231	0.0083	-0.032
O	3.9009	7.3659	21.2696	0.0144	-0.0184	0.0358
O	0.8692	10.1761	19.0015	-0.027	-0.0153	0.0769
O	-5.0549	21.2361	19.078	-0.0068	0.0257	0.0297
O	-11.0371	22.1915	19.5582	0.029	-0.0107	0.0423
O	-3.0116	6.9456	26.4959	-0.0115	-0.0247	-0.0657
O	13.2684	3.0049	23.1877	0.013	-0.0163	-0.027
O	-18.9349	38.7041	19.0662	-0.0116	0.0165	0.0296
O	3.3987	27.2722	18.1453	0.047	0.0036	0.0453
O	9.9053	11.7655	19.0927	0.0443	0.0112	0.043
O	6.6181	14.066	27.0749	-0.0106	0.0037	-0.0545
O	3.2346	29.0824	15.7109	-0.0373	0.024	0.0764
O	19.1438	6.2644	19.085	-0.0393	-0.0034	0.0282
O	6.012	14.787	18.5262	-0.0092	0.0278	0.0482
O	5.3207	10.9923	15.3564	0.0279	-0.0219	0.0077
O	7.3395	3.3299	16.3899	0.0168	-0.0417	0.1218
O	-17.7293	-0.3148	21.8743	-0.0107	0.0026	-0.0129
O	-0.2917	9.7686	21.3913	-0.0061	0.0223	0.0416
O	18.2619	18.1419	25.0709	0.0302	-0.0135	0.0168
O	-2.9178	3.4743	18.4013	0.0052	-0.0065	0.077
O	-7.1538	10.3607	24.7208	0.0047	-0.0088	-0.0544
O	1.2191	14.5684	26.3338	0.0151	0.0291	-0.1056
O	-5.4697	27.6619	26.4864	0.0007	0.0227	-0.0462
O	2.3151	35.9275	28.8585	-0.0182	0.0313	-0.0822
O	5.1092	-1.6053	23.2209	-0.0238	0.0551	-0.0193
O	12.4231	18.9244	28.4846	-0.031	-0.078	-0.0318
O	0.5422	31.6945	28.8017	0.0245	-0.0298	-0.0714
O	15.3608	-8.1331	19.4625	-0.0109	0.0063	0.0311
O	-6.4633	6.761	29.5736	-0.0113	-0.028	0.0214
O	-3.1539	18.3306	25.6267	-0.0193	0.0016	-0.0068
O	20.1898	-0.5094	19.6355	-0.0112	0.0435	0.0399
O	8.3667	12.2708	26.2476	0.0442	0.0232	-0.0327
O	8.1726	3.9063	28.3947	-0.0215	0.0402	-0.0984
O	-8.3929	22.6817	23.8488	-0.015	-0.028	-0.0181
O	2.3158	18.5731	18.2575	-0.025	-0.0217	0.0824
O	16.9811	12.839	24.3184	0.0056	-0.0257	-0.0347
O	7.9789	23.6246	26.506	0.0189	-0.0842	-0.1073
O	2.7778	31.6781	21.9273	0.0004	0.0011	0.0196
O	-0.2074	27.4198	15.3589	-0.0193	0.0288	0.0367
O	11.432	-8.1835	20.9371	0.0125	0.0066	0.0123
O	8.2586	8.7171	22.9966	-0.0167	0.0171	-0.0182
O	9.3272	3.4633	20.2727	-0.0149	-0.0277	0.0479
O	13.5012	-1.9983	28.9144	-0.0321	0.0301	-0.1246
O	13.4393	8.0366	28.8754	-0.098	0.0361	-0.1366
O	7.7672	0.0687	26.5874	0.0142	0.0432	-0.0826
O	12.8545	13.8732	21.0331	-0.0072	-0.0031	0.0255
O	16.454	20.0012	24.4577	-0.0071	-0.031	-0.0503
O	22.4367	15.9998	28.6896	0.0404	0.0047	-0.1259
O	29.6659	24.7847	15.4426	-0.0102	-0.0148	0.0369
O	8.5734	15.2982	18.4256	0.0416	0.032	0.0826
O	13.4032	15.3715	16.3824	0.0348	-0.048	0.101
O	5.9905	-3.5154	24.9255	-0.0268	0.0076	-0.0672
O	-0.0825	1.4168	23.3082	0.0201	0.0229	0.01
O	-13.1093	-13.0847	20.4873	0.0332	0.0106	0.0331
O	19.456	-13.2908	23.0934	-0.0009	-0.004	-0.0038
O	0.6867	5.4394	28.9333	0.1061	-0.0416	-0.1151
O	9.9984	34.9492	14.6773	-0.0121	-0.0273	0.0107
O	-13.8455	8.2497	28.6312	-0.0225	-0.0384	-0.0702
O	5.1683	12.2089	22.4922	-0.0027	0.0005	0.0167
O	1.6082	14.7123	16.3637	0.0138	-0.0002	0.0835
O	-14.6349	4.8688	21.8625	0.0203	0.0023	0.027
O	11.8831	14.0421	14.7568	-0.0168	0.0133	0.0347
O	13.3491	12.0025	27.346	0.0075	0.0215	-0.0371
O	-7.5339	9.796	27.2365	0.0468	0.0623	-0.0728
O	8.7066	1.1033	16.6098	-0.0362	0.0094	0.1066
O	-3.2992	20.6227	20.9069	0.0059	-0.0165	0.0334
O	6.3519	8.9915	27.8527	-0.0326	0.0196	-0.0184
O	7.5458	13.384	30.4003	0.03	0.0185	0.0361
O	13.008	-2.3663	18.4563	-0.0611	-0.0152	0.1029
O	17.1216	3.958	26.8561	-0.0114	-0.0279	-0.0703
O	11.6275	10.6835	28.8625	0.0011	-0.0153	-0.0796
O	-5.4899	15.0518	19.675	0.0136	-0.0097	0.0222
O	0.5598	5.5717	15.4287	-0.082	0.0391	0.0523
O	13.9696	-0.2659	26.8741	0.0263	-0.0074	-0.076
O	13.0975	-0.1017	19.942	-0.011	0.0131	0.012
O	11.1809	-5.907	15.3907	-0.0369	0.0303	0.0737
O	1.8591	1.0136	20.5334	-0.0085	-0.0057	0.0475
O	20.2991	4.2654	17.7433	0.0144	0.0095	0.0487
O	13.8956	3.722	30.2161	-0.0218	-0.0291	-0.0265
O	-0.5787	1.4698	25.8724	0.0366	0.0127	0.0204
O	16.5551	10.3265	28.7902	0.0103	-0.0222	-0.0679
O	4.4531	4.9997	21.9396	-0.0241	-0.0217	0.0359
O	7.2916	14.5997	16.2187	0.0274	-0.0414	0.115
O	5.8197	9.6712	18.0973	-0.056	0.0173	0.0672
O	-2.8518	9.4309	22.1609	-0.0064	-0.0232	0.0243

Results
free energy: -283317.419 eV
free energy less fixed offsets of O -570.45, Si -639.56 eV per atom: -4.059 eV

The program warned: the cutoff lies below the one the program advises for these potential files; the forces do not sum to zero within the program's tolerance; empty levels may hold ghost states of the PAW files; the exchange-correlation potential is rough where the density is thin.
